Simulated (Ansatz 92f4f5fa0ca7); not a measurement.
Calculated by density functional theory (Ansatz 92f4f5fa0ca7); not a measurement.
Periodic cell of 293 atoms, Si144O117H32, with a vacuum gap, from a study of silicon, its oxide and their interface. The atomic structure is a simulated model.

Settings
functional: r2SCAN
potential files: Ansatz PAW
basis: plane waves
wave-function cutoff: 800 eV
density cutoff ratio: 5
exchange-correlation grid ratio: 1
k mesh: 1 x 1 x 1, shifted by 0.5 0.5 0 of a step
self-consistency stop: 1e-11 eV per atom in the density residual
occupations: fixed
spin: none
net charge: 0
applied field: sawtooth along c, amplitude +0.015 V/angstrom in the program's sign convention, ramp centred at 0.9901 of c and 0.0199 of c wide, no dipole correction

Cell vectors (angstrom)
a, 10.88, 0, 0
b, 0, 10.88, 0
c, 0, 0, 50.3121

Atoms: element, x, y, z (angstrom)
Si, 1.8793, 1.9407, 33.7134
Si, -0.8176, 5.3441, 34.309
Si, -1.0022, -0.5279, 36.739
Si, 2.6785, 10.3315, 32.0287
Si, -6.2495, 4.7972, 28.1557
Si, 2.0973, 4.8992, 29.6922
Si, 3.3213, 8.8095, 34.6736
Si, -0.7473, 0.3294, 34.5879
Si, -0.2695, 5.7577, 36.5892
Si, 1.4598, 7.525, 36.7538
Si, -0.9466, 0.2352, 28.1023
Si, 2.5577, 2.8776, 36.6745
Si, -6.6679, 4.6633, 36.7773
Si, -3.2224, 8.1041, 36.7006
Si, 4.809, 10.8017, 36.682
Si, -3.9475, 2.1981, 36.7207
Si, -2.0685, 6.5199, 37.9581
Si, 0.5178, 9.2026, 38.083
Si, -2.2292, 1.0775, 37.9405
Si, 0.6533, 3.8695, 37.7529
Si, 3.2139, 6.4567, 37.9292
Si, 6.017, 9.2324, 37.9472
Si, 3.3177, 12.0044, 38.0429
Si, -4.9945, 3.735, 38.1153
Si, -3.4986, 5.1463, 39.2611
Si, -0.8487, 7.8768, 39.4459
Si, -3.5318, -0.2936, 39.3641
Si, -0.7796, 2.486, 39.1472
Si, 1.9057, 5.1156, 39.3476
Si, 4.6265, 7.8481, 39.2362
Si, 1.9161, 10.6179, 39.3143
Si, 4.6147, 2.3928, 39.5202
Si, -2.1314, 3.7843, 40.5913
Si, 0.5557, 6.4898, 40.699
Si, -2.2001, -1.633, 40.7604
Si, 0.5253, 1.1199, 40.6161
Si, 3.2382, 3.7926, 40.7702
Si, -4.8783, 6.5112, 40.6267
Si, 3.2884, 9.2206, 40.6191
Si, -4.8632, 11.9124, 40.7577
Si, -0.8169, 5.1229, 42.0048
Si, 1.9346, 7.8754, 41.9944
Si, -0.7994, -0.2474, 42.0365
Si, 1.8626, 2.423, 42.0698
Si, -6.2303, 5.1712, 42.042
Si, -3.5648, 7.8553, 42.0628
Si, -6.2581, 10.5477, 42.0334
Si, -3.4811, 2.4457, 41.9979
Si, -2.1695, 6.4668, 43.3647
Si, 0.5791, 9.2293, 43.3568
Si, -2.1692, 1.108, 43.3917
Si, 0.5147, 3.8055, 43.4091
Si, 3.2718, 6.5419, 43.3812
Si, -4.9257, 9.2182, 43.4194
Si, 3.2659, 1.0357, 43.3704
Si, -4.8502, 3.7822, 43.3637
Si, 0.016, 2.6922, 6.9504
Si, 2.7354, 5.403, 6.8792
Si, -0.0296, -2.6893, 6.9158
Si, 2.6796, 0.0365, 6.964
Si, 5.411, 2.7653, 6.9189
Si, 8.1173, 5.4491, 6.9795
Si, 5.4615, 8.129, 6.9442
Si, 8.1764, -0.0259, 6.888
Si, 1.3476, 1.3692, 8.3886
Si, 4.0677, 4.1016, 8.3432
Si, 1.3567, 6.7785, 8.159
Si, 4.0732, -1.3572, 8.2049
Si, 6.8073, 1.3737, 8.1675
Si, -1.3644, 4.0685, 8.2445
Si, 6.7817, 6.7911, 8.39
Si, -1.3791, -1.3551, 8.3306
Si, 2.7147, 2.7583, 9.7477
Si, 5.3952, 5.4507, 9.7732
Si, 2.7261, 8.1098, 9.4824
Si, 5.4293, 0.0405, 9.4869
Si, -2.7262, 2.6904, 9.5466
Si, -0.0035, 5.4705, 9.5338
Si, 8.1653, 8.1606, 9.7361
Si, -0.0267, -0.0151, 9.7325
Si, 1.3105, 4.1974, 11.005
Si, 3.9846, 6.8826, 11.0537
Si, 1.3816, -1.5082, 10.8928
Si, 4.1296, 1.3264, 10.9911
Si, -4.0587, 4.0037, 10.988
Si, -1.2991, 6.7603, 11.0373
Si, 6.7197, -1.2865, 10.922
Si, -1.4193, 1.3894, 11.0379
Si, -0.5335, 3.2871, 12.1204
Si, 2.2136, 5.953, 12.3195
Si, 0.4747, -3.1889, 12.3074
Si, 6.8426, 4.5641, 21.1867
Si, 5.9884, 2.161, 12.1949
Si, -2.2495, 4.928, 12.1669
Si, 4.9188, 8.7616, 12.178
Si, -3.2504, 0.4428, 12.1935
Si, -3.5068, 1.0759, 29.0264
Si, -6.2495, 2.8737, 26.0244
Si, 7.6083, 5.453, 15.1338
Si, 6.1839, 1.9069, 22.0585
Si, 7.7821, -0.4521, 23.021
Si, 3.4481, 10.0676, 24.4658
Si, 0.6163, 7.223, 28.4332
Si, 2.1396, -0.1342, 14.0528
Si, 1.4501, 2.2967, 17.4412
Si, -0.181, 7.6114, 19.4468
Si, 5.3527, 7.6254, 14.9764
Si, 2.9174, 7.4443, 18.905
Si, -1.7344, 9.7776, 25.4394
Si, -1.4532, -0.6711, 20.3794
Si, 3.8191, 5.761, 21.3615
Si, 0.1374, -2.3148, 14.4906
Si, -2.5461, 2.7909, 34.2177
Si, -6.2283, 6.0909, 34.0955
Si, -6.1583, 0.7689, 30.3143
Si, -4.5768, 9.1451, 25.0443
Si, 7.541, -0.0882, 17.9531
Si, -3.7641, 3.5948, 27.2929
Si, -0.8138, 6.5824, 16.7612
Si, 5.4172, 3.3459, 15.0089
Si, 7.4835, 2.3588, 19.4913
Si, -1.0338, 5.7195, 21.7119
Si, 1.9078, 4.9658, 32.7748
Si, 2.7899, 7.2067, 23.9824
Si, 3.1613, 1.2644, 27.9445
Si, -3.4439, 7.0773, 33.7659
Si, 1.4183, 3.7777, 21.6631
Si, 3.1944, 5.4927, 14.4181
Si, 5.0617, -1.544, 17.5509
Si, -2.1429, -0.1266, 15.05
Si, 2.5008, 9.3507, 27.1509
Si, -1.0155, 5.2149, 26.773
Si, 3.153, -0.5267, 12.0327
Si, 4.5064, 7.2982, 26.4643
Si, 1.8146, 5.1642, 17.14
Si, 3.8507, 1.0965, 16.3682
Si, 0.0474, 9.4073, 30.4097
Si, -0.4237, 7.0465, 24.3478
Si, 0.6156, 2.9009, 27.9941
Si, -0.301, 1.907, 19.8282
Si, 3.4144, 2.0378, 23.2683
Si, -3.8067, 1.5125, 31.8234
Si, 0.0487, 1.9091, 14.6937
Si, -2.2725, 9.678, 32.4763
O, -6.0328, 5.0385, 35.3052
O, -2.0244, 1.3184, 34.5657
O, -3.4667, 3.1821, 35.488
O, 0.469, 1.2136, 34.0063
O, 2.5606, 2.2388, 35.1477
O, 1.9372, 8.3095, 35.3677
O, 4.3329, 7.5599, 34.695
O, -3.7597, 7.475, 35.3015
O, -4.9941, 1.0527, 36.1245
O, 6.785, 3.3893, 22.3124
O, 4.7448, 2.4368, 16.1708
O, -0.5562, 1.8075, 28.2015
O, 3.0232, 9.2237, 33.1487
O, -1.8594, -0.2427, 24.0589
O, 2.3547, 9.9515, 25.658
O, 0.1133, 4.6295, 22.1909
O, 0.6013, 5.6019, 33.5237
O, 1.7558, 6.117, 28.6901
O, 1.3895, 7.9001, 19.176
O, 0.8476, 0.8284, 13.7834
O, -1.3905, 9.4437, 31.1429
O, -2.6045, 5.3046, 21.4538
O, -4.9518, 0.3622, 29.2809
O, -4.7696, 4.1947, 28.4309
O, 5.3518, -2.1847, 13.7709
O, 6.6827, 1.4553, 20.5845
O, 2.0767, 2.8197, 22.8033
O, -0.2632, 3.161, 13.744
O, 3.9982, 10.0654, 35.4535
O, 4.5675, 1.9891, 22.1253
O, -1.2966, 3.8017, 34.0606
O, 4.328, 4.3327, 14.3237
O, -1.8036, 2.516, 19.7957
O, 0.2363, 1.7115, 18.3167
O, -4.6718, 3.2949, 25.9634
O, -5.9909, 6.2913, 27.639
O, 6.3546, -1.1032, 18.43
O, 0.9343, 2.4189, 15.9212
O, 1.9019, 2.1223, 27.4152
O, 3.074, 0.5039, 23.6303
O, -2.0531, 6.2303, 33.7133
O, -3.0975, 1.8376, 30.4028
O, 3.8658, 10.4072, 30.9174
O, 2.1426, 5.0721, 15.5648
O, 3.2553, 8.7166, 23.5893
O, -3.2888, 9.5915, 25.9505
O, -0.6713, 6.4624, 27.7803
O, -2.4638, 5.1202, 13.7853
O, -1.3037, 1.2386, 15.2566
O, -1.1459, -1.3518, 14.7109
O, -5.4173, 1.5156, 31.5592
O, -0.9932, 8.3835, 25.0649
O, 3.9016, 8.5652, 27.2506
O, 3.6882, 4.6556, 29.4578
O, -3.1828, 8.3861, 32.8436
O, 2.7159, 1.3022, 17.4969
O, 2.681, 4.6229, 21.0573
O, 6.6182, 6.6635, 14.7641
O, 4.3304, 1.4766, 26.8234
O, -5.0606, 7.7065, 25.5984
O, 1.2544, 8.3654, 27.4662
O, 1.8026, 3.3604, 32.9532
O, 5.8909, 2.3725, 13.8214
O, 1.127, 3.6374, 29.3522
O, -2.5052, 4.5805, 27.0151
O, 3.8316, -2.1998, 18.3751
O, -5.893, 10.1154, 25.0207
O, 2.6767, -0.2654, 28.131
O, -0.3717, 0.5066, 20.6336
O, 3.944, 6.8437, 14.9116
O, 3.3969, 6.7493, 25.4191
O, 4.7031, -0.1625, 16.8233
O, -2.5653, -0.7037, 21.5369
O, -1.15, 9.9776, 33.6108
O, 0.7948, 2.8512, 20.5095
O, -1.0245, 7.5528, 18.0504
O, -0.8527, 5.7803, 25.2702
O, -0.0584, 7.3669, 15.5628
O, -3.9781, 9.1451, 23.5241
O, 3.7143, 1.6953, 29.421
O, 3.434, 6.2621, 22.8493
O, 7.2415, 1.5234, 18.1145
O, 7.9033, -0.3988, 16.4055
O, 1.2647, 9.9012, 31.3615
O, -4.7934, 6.249, 33.3033
O, 0.2435, 7.8965, 29.8547
O, 4.0295, 2.8132, 24.5456
O, -0.7113, -2.0784, 20.3725
O, -2.1141, 9.219, 36.2681
O, -2.0951, -0.4056, 18.9253
O, 1.1823, 7.1135, 24.1193
O, 3.3374, 5.574, 33.2738
O, 3.1645, 0.705, 14.9677
O, 7.7598, 0.026, 13.7819
O, 0.2327, 5.4691, 17.2866
O, -1.0932, 6.8376, 22.8859
O, -0.8818, -0.3274, 26.5791
O, -0.431, 6.2655, 20.3065
O, 1.8154, 5.3184, 31.2108
O, 3.9135, 4.022, 26.9197
O, 5.5184, -2.5911, 16.4214
O, 2.0077, 3.7466, 17.8815
O, -3.4298, 2.6773, 32.8709
O, -3.2979, 0.0446, 32.3022
O, 2.6563, 0.9118, 32.7419
O, 6.6816, 4.1917, 15.5986
O, 3.6151, 6.9245, 20.2618
O, -4.07, 0.8475, 23.097
O, 0.0647, 4.0273, 26.9801
O, 0.0493, 10.3613, 29.1098
O, -3.365, 2.1317, 27.8201
O, -2.2063, 5.9054, 16.2771
O, -2.4343, -0.0565, 28.6574
O, 1.5225, -1.4718, 14.7979
O, 6.8943, 3.8687, 19.6901
O, 2.8097, 6.2497, 17.8114
O, 5.4116, 5.3584, 21.2931
H, -1.3423, 7.2832, 44.2971
H, -2.9884, 5.6422, 44.2971
H, -0.2331, 8.3981, 44.2893
H, 1.4106, 10.0413, 44.2893
H, -1.3568, 1.939, 44.3242
H, -2.9952, 0.2903, 44.3242
H, -0.3122, 2.9888, 44.3415
H, 1.3323, 4.6315, 44.3415
H, 2.4396, 5.7306, 44.3137
H, 4.0897, 7.3675, 44.3137
H, -5.7531, 8.4021, 44.3518
H, -4.112, 10.048, 44.3518
H, 2.4538, 0.2043, 44.3028
H, 4.0941, 1.8511, 44.3028
H, -4.0267, 4.6023, 44.2961
H, -5.6708, 2.9592, 44.2961
H, -0.8075, 1.8721, 6.018
H, 0.8349, 3.5169, 6.018
H, 3.5476, 6.2342, 5.9467
H, 1.9082, 4.5866, 5.9467
H, -0.8433, -3.5191, 5.9834
H, 0.7963, -1.8716, 5.9834
H, 3.5065, 0.8532, 6.0315
H, 1.8672, -0.7946, 6.0315
H, 6.2433, 3.5765, 5.9864
H, 4.5935, 1.9393, 5.9864
H, 8.9448, 6.2652, 6.0471
H, 7.2993, 4.6235, 6.0471
H, 6.2735, 8.9604, 6.0118
H, 4.63, 7.317, 6.0118
H, 8.997, 0.7971, 5.9556
H, 7.3482, -0.8413, 5.9556

Results
free energy: -159346.761 eV
free energy less fixed offsets of H -15.71, O -570.45, Si -639.56 eV per atom: -4.751 eV

Forces (eV/angstrom), in the order of the atoms: element, x, y, z
Si, -0.0063, 0.0077, 0.0313
Si, -0.0045, 0.0012, 0.0299
Si, -0.0006, -0.0083, 0.0181
Si, 0.0028, -0.0048, 0.0417
Si, -0.0051, -0.0056, 0.0372
Si, 0.0005, 0.0019, 0.0382
Si, -0.0033, 0.0082, 0.04
Si, -0.0049, -0.0048, 0.0251
Si, -0.0065, -0.0018, -0.0009
Si, 0.0049, 0.0037, 0.0115
Si, 0.0029, 0.0021, 0.0361
Si, -0.0073, -0.006, 0.0178
Si, 0.007, 0.0055, 0.0121
Si, -0.0004, 0.0018, 0.023
Si, -0.0014, 0.002, 0.0168
Si, -0.001, 0.003, 0.0225
Si, 0.0152, -0.0011, -0.0103
Si, -0.0071, -0.0128, -0.0163
Si, -0.0173, 0.0049, -0.0069
Si, 0.0045, 0.0159, -0.0103
Si, -0.0179, 0.0013, -0.0155
Si, 0.0009, 0.0118, -0.0081
Si, 0.0188, 0.0007, -0.0116
Si, -0.0056, -0.0201, -0.0126
Si, -0.0101, 0.0107, 0.0158
Si, -0.0194, 0.0068, 0.0023
Si, 0.014, -0.0229, 0.0036
Si, 0.0125, -0.0098, 0.015
Si, 0.0148, -0.0045, 0.0022
Si, 0.014, -0.0044, 0.012
Si, -0.0031, 0.0098, 0.0146
Si, -0.0127, 0.0161, 0.0025
Si, -0.0168, -0.0039, 0.0274
Si, 0.0011, 0.0047, 0.0071
Si, -0.0038, -0.0004, 0.0018
Si, 0.0012, -0.0024, 0.0339
Si, -0.0001, -0.0048, 0.0078
Si, -0.0038, -0.0023, 0.033
Si, 0.0036, -0.0055, 0.0242
Si, 0.0042, 0.006, 0.0091
Si, 0.0248, 0.0332, 0.2132
Si, -0.024, -0.0288, 0.1936
Si, -0.0171, -0.0216, 0.1562
Si, 0.0214, 0.0074, 0.1614
Si, -0.0066, -0.018, 0.1569
Si, 0.0184, 0.0128, 0.1547
Si, 0.0059, 0.0173, 0.2195
Si, -0.0238, -0.0113, 0.1958
Si, -0.1075, 0.1683, 0.3409
Si, -0.0779, 0.1128, 0.245
Si, 0.1797, -0.0761, 0.3682
Si, 0.0593, -0.1651, 0.3978
Si, 0.1304, -0.0919, 0.3236
Si, 0.069, -0.1379, 0.4014
Si, -0.1423, 0.0826, 0.351
Si, -0.0972, 0.1311, 0.2764
Si, -0.0582, 0.0719, -0.253
Si, -0.112, 0.0123, -0.3361
Si, 0.0538, -0.0798, -0.35
Si, 0.0877, -0.0684, -0.4047
Si, 0.0725, -0.0485, -0.3218
Si, 0.0749, -0.0663, -0.3257
Si, -0.0365, 0.1177, -0.2895
Si, -0.0779, 0.0645, -0.3143
Si, 0.0067, 0.0138, -0.168
Si, -0.0078, -0.0131, -0.2047
Si, -0.0231, -0.0203, -0.171
Si, 0.0181, 0.0086, -0.1389
Si, -0.0006, 0.0037, -0.1762
Si, 0.0065, -0.0023, -0.148
Si, 0.0046, 0.0066, -0.1743
Si, -0.0061, -0.0098, -0.2045
Si, -0.0078, -0.002, -0.0391
Si, 0.0081, -0.0072, -0.0418
Si, -0.0122, 0.0096, -0.0052
Si, -0.0135, -0.0065, 0.0012
Si, -0.0142, 0.0031, -0.0072
Si, 0.0241, 0.0088, 0.0034
Si, -0.0049, 0.0034, -0.0355
Si, 0.0045, -0.0065, -0.0341
Si, -0.0261, 0.0359, -0.0035
Si, -0.029, 0.0212, -0.0218
Si, 0.0298, -0.0171, -0.0167
Si, 0.0312, -0.0324, -0.0153
Si, 0.0319, -0.0286, -0.0083
Si, 0.0238, -0.0234, -0.0104
Si, -0.0239, 0.0298, -0.0024
Si, -0.0317, 0.0344, -0.0087
Si, 0.0064, 0.0069, 0.0269
Si, -0.0019, -0.018, 0.0059
Si, -0.0059, -0.0008, 0.0047
Si, 0.0001, 0.0051, 0.0322
Si, -0.0026, 0.0037, 0.0238
Si, -0.0076, 0.0024, 0.0211
Si, 0.008, 0.0028, 0.0184
Si, 0.0076, -0.0136, 0.0243
Si, -0.0033, -0.006, 0.0378
Si, 0.0058, -0.0034, 0.0439
Si, 0.004, 0.0048, 0.0386
Si, -0.0097, -0.0036, 0.0352
Si, 0.0005, -0.0047, 0.0516
Si, -0.0047, 0.0002, 0.0363
Si, -0.0058, 0.002, 0.0403
Si, 0.0071, 0.0097, 0.026
Si, -0.0098, -0.0006, 0.0483
Si, -0.003, -0.0071, 0.0483
Si, 0.0068, 0.0054, 0.0419
Si, 0.0057, 0.0033, 0.0463
Si, 0.0038, 0.0019, 0.0403
Si, -0.0078, -0.0065, 0.05
Si, -0.0045, -0.0085, 0.0483
Si, -0.0084, -0.0067, 0.0337
Si, -0.0001, 0.0077, 0.038
Si, 0.0062, 0.005, 0.0297
Si, 0.0041, -0.0097, 0.0439
Si, -0.0022, -0.0118, 0.0296
Si, 0.0126, 0.0107, 0.0504
Si, 0.0061, -0.0105, 0.0315
Si, 0.0015, 0.0016, 0.0461
Si, -0.0026, -0.0094, 0.0354
Si, -0.0143, 0.005, 0.0436
Si, -0.0075, 0.0061, 0.0453
Si, -0.0031, -0.0133, 0.0418
Si, -0.0026, 0.0106, 0.0464
Si, -0.0006, 0.0009, 0.0375
Si, 0.0016, -0.0087, 0.0288
Si, 0.0033, -0.0028, 0.037
Si, -0.0027, -0.0075, 0.0323
Si, -0.0066, 0.007, 0.0457
Si, -0.0049, -0.0011, 0.0412
Si, -0.0048, -0.0004, 0.0333
Si, 0.0017, -0.0042, 0.037
Si, -0.0094, 0.0151, 0.0098
Si, -0.0039, -0.0015, 0.0352
Si, 0.0001, 0.0058, 0.0417
Si, 0.0057, -0.0053, 0.0318
Si, -0.0042, -0.0041, 0.0485
Si, -0.0036, -0.0018, 0.0504
Si, 0.0043, -0.0027, 0.0269
Si, -0.0055, -0.0005, 0.0379
Si, 0.0056, -0.0085, 0.04
Si, 0.0183, -0.0018, 0.0449
Si, 0.0021, 0.0085, 0.0374
Si, -0.0033, -0.0055, 0.035
O, -0.0056, 0.0071, -0.0148
O, 0.0038, 0.001, -0.0145
O, 0.0072, 0.001, -0.0208
O, 0.0021, 0.0005, -0.0128
O, -0.0075, -0.0006, -0.0187
O, 0.0127, 0.0069, -0.015
O, -0.0013, -0.0051, -0.0155
O, 0.004, -0.0025, -0.0187
O, 0.0045, 0.0055, -0.0076
O, 0.0029, 0.0022, -0.0233
O, 0.0001, 0.0075, -0.0204
O, 0.0071, 0.004, -0.0112
O, -0.0081, 0.0119, -0.024
O, -0.0078, 0.0051, -0.0302
O, 0.0022, 0.0024, -0.0256
O, -0.0004, -0.0063, -0.0203
O, 0.0157, -0.0035, -0.0222
O, -0.008, 0.0079, -0.0185
O, 0.0034, 0.0023, -0.0135
O, -0.002, -0.007, -0.0214
O, 0.0128, 0.0001, -0.026
O, -0.0023, -0.0012, -0.0133
O, 0.0018, 0.0004, -0.0194
O, -0.0016, -0.0005, -0.0024
O, 0.0008, 0.006, -0.0286
O, 0.0098, -0.0064, -0.0295
O, -0.0131, 0.0074, -0.0164
O, -0.0026, 0.0029, -0.0196
O, -0.0115, -0.008, -0.0155
O, 0.008, 0.0048, -0.0117
O, -0.0038, -0.004, -0.011
O, -0.0013, 0.0042, -0.016
O, -0.0006, -0.0057, -0.0114
O, 0.0108, 0.004, -0.0209
O, -0.0045, -0.0033, -0.0166
O, 0.0039, 0.0053, -0.0188
O, -0.0063, -0.0031, -0.0235
O, -0.0152, 0.0009, -0.0342
O, 0.0032, -0.0034, -0.0073
O, -0.0051, 0.0095, -0.0128
O, -0.0072, 0.0067, -0.0213
O, 0.0024, 0.0027, -0.0309
O, 0.0052, 0.002, -0.0138
O, 0.0131, 0.0041, -0.0342
O, 0.0055, -0.0081, -0.0138
O, -0.0005, 0.0005, -0.0182
O, -0.0045, -0.0112, -0.0167
O, 0.0121, -0.0011, -0.0296
O, 0.0031, -0.0028, -0.0098
O, 0.0012, -0.007, -0.0166
O, 0.0001, -0.004, -0.0217
O, 0.0019, -0.0071, -0.0097
O, 0.006, -0.0016, -0.0134
O, 0.0097, -0.0057, -0.0185
O, 0.0038, 0.013, -0.0129
O, 0.0089, 0.0007, -0.0251
O, 0.003, 0.0029, -0.0196
O, 0.0019, -0.0015, -0.0136
O, 0.0082, 0.0018, -0.0207
O, 0.0014, 0.0049, -0.0176
O, 0.0101, 0.0035, -0.0185
O, 0.0021, -0.0061, -0.0129
O, 0.0009, -0.0055, -0.0217
O, -0.0039, -0.0092, -0.013
O, 0.0026, 0.0021, -0.0122
O, 0.0091, 0.0094, -0.0205
O, -0.0015, -0.0049, -0.0183
O, 0.0001, -0.0069, -0.0084
O, -0.0017, 0.0054, -0.0182
O, -0.0001, -0.0042, -0.0184
O, -0.0079, -0.0039, -0.0254
O, 0, 0.013, -0.0122
O, 0.018, -0.0003, -0.0383
O, -0.01, -0.0065, -0.0166
O, -0.0072, -0.0098, -0.0232
O, -0.0068, -0.0119, -0.0327
O, 0.0024, 0.0122, -0.0294
O, 0.0037, 0.0114, -0.0324
O, 0.0009, 0.0015, -0.0169
O, -0.0073, -0.002, -0.018
O, 0.0104, -0.0125, -0.0382
O, -0.0021, -0.0113, -0.0245
O, 0.0097, 0.0035, -0.0374
O, -0.0087, -0.0055, -0.0214
O, 0.0005, -0.0002, -0.0065
O, 0.003, -0.0085, -0.0249
O, -0.0095, -0.0073, -0.0352
O, 0.0034, -0.0053, -0.0171
O, 0.0057, 0.0105, -0.0126
O, -0.0064, 0.0036, -0.0278
O, -0.0016, -0.0032, -0.0038
O, -0.0069, -0.0047, -0.0138
O, -0.0044, -0.0081, -0.0192
O, 0.0074, -0.0045, -0.023
O, -0.0032, 0.0027, -0.0224
O, -0.0072, -0.0123, -0.0297
O, -0.0118, -0.0142, -0.0282
O, 0.0071, 0.0078, -0.0283
O, 0.0005, -0.0017, -0.0358
O, 0.0004, -0.0076, -0.0186
O, 0.0008, -0.0095, -0.0308
O, 0.0003, 0, -0.0108
O, -0.0078, -0.0071, -0.0245
O, -0.001, 0.0046, -0.0159
O, 0.0005, -0.0078, -0.0145
O, -0.0015, 0.0036, -0.0164
O, -0.0078, 0.0091, -0.0322
O, -0.0006, 0.0066, -0.0105
O, -0.0021, 0.0055, -0.0151
O, -0.0073, 0.0031, -0.0212
O, -0.0015, 0.0086, -0.0147
O, -0.0116, -0.0074, -0.0178
O, 0.0057, 0.0003, -0.0074
O, 0.0042, 0.0011, -0.0183
O, 0.001, -0.007, -0.0203
O, -0.0024, -0.0077, -0.0286
O, 0.002, 0.0004, -0.0115
H, -0.2283, -0.2451, -0.2733
H, 0.3841, 0.3554, -0.2403
H, 0.2041, 0.2542, -0.2998
H, -0.3473, -0.3737, -0.2476
H, -0.3431, -0.3739, -0.2387
H, 0.2104, 0.2345, -0.3133
H, 0.3267, 0.3844, -0.2318
H, -0.257, -0.2396, -0.2973
H, 0.2624, 0.2294, -0.3097
H, -0.3923, -0.3544, -0.2626
H, 0.3898, 0.377, -0.2188
H, -0.2135, -0.2302, -0.2966
H, 0.3644, 0.3677, -0.2195
H, -0.2448, -0.2249, -0.2849
H, -0.3704, -0.3713, -0.2365
H, 0.2601, 0.2015, -0.3013
H, 0.3658, 0.2289, 0.2902
H, -0.2387, -0.3738, 0.2884
H, -0.2214, -0.3544, 0.2498
H, 0.4367, 0.1899, 0.224
H, 0.1933, 0.359, 0.2239
H, -0.3928, -0.2337, 0.2294
H, -0.37, -0.2027, 0.2637
H, 0.1968, 0.4218, 0.2607
H, -0.4587, -0.2416, 0.2099
H, 0.1988, 0.3584, 0.2508
H, -0.3439, -0.1873, 0.284
H, 0.2842, 0.4099, 0.2658
H, -0.1949, -0.4123, 0.2683
H, 0.3742, 0.2005, 0.2882
H, -0.2102, -0.3961, 0.2394
H, 0.3594, 0.2449, 0.245

The program warned: the cutoff lies below the one the program advises for these potential files; the forces do not sum to zero within the program's tolerance; empty levels may hold ghost states of the PAW files; the exchange-correlation potential is rough where the density is thin.
